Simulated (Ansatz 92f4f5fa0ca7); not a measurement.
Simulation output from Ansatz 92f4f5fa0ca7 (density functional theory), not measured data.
Periodic cell of 192 atoms, Si128O64, from a study of silicon, its oxide and their interface. The atomic structure is a simulated model.

Settings: functional r2SCAN; potential files Ansatz norm-conserving; basis plane waves; wave-function cutoff 1300 eV; density cutoff ratio 4; exchange-correlation grid ratio 1; k mesh 2 x 2 x 1, shifted by 0.5 0.5 0.5 of a step; self-consistency stop 5e-08 eV per atom in the density residual; occupations Fermi-Dirac, 0.05 eV; spin none; net charge 0.

Cell vectors (angstrom)
a, 10.888, 0, 0
b, 0, 10.888, 0
c, 0, 0, 28.6107

Atoms and the computed forces on them: element, x, y, z (angstrom), force x, y, z (eV/angstrom)
Si, 0.145, -0.2215, 0.487, 0.0511, -0.0412, 0.0631
Si, 2.413, 2.8005, 0.0998, 0.0007, 0.0425, 0.064
Si, 0.1492, 5.033, -0.1805, -0.0028, 0.0381, 0.0658
Si, 2.2344, 8.463, 0.1522, -0.0316, 0.015, 0.047
Si, 5.6, -0.1041, -0.0236, 0.0328, 0.003, 0.1047
Si, 7.8137, 3.1167, -0.0471, -0.0064, 0.0209, 0.074
Si, 5.6628, 5.4173, -0.0625, 0.0204, -0.0068, 0.0803
Si, 8.0009, 8.6759, 0.0458, -0.0559, -0.0143, 0.0838
Si, 1.3726, 1.375, 1.6047, 0.0074, 0.0007, 0.0182
Si, 4.0544, 4.1364, 1.2033, 0.0094, -0.0047, -0.0212
Si, 1.1424, 6.7496, 1.281, -0.0088, -0.0179, 0.0199
Si, 3.9976, 9.5901, 1.2763, 0.0013, -0.0057, 0.0068
Si, 6.7534, 1.4578, 1.2954, -0.0016, 0.0012, -0.0033
Si, 9.4557, 4.1103, 1.3071, -0.0071, 0.0049, 0.0089
Si, 6.8828, 6.914, 1.256, 0.0149, -0.007, 0.0083
Si, 9.4589, 9.5021, 1.6756, 0.0075, -0.013, 0.0261
Si, -0.1014, 2.7611, 2.7633, 0.0089, -0.003, 0.0058
Si, 2.7772, -0.0011, 2.8246, -0.0091, -0.013, 0.0046
Si, -0.0941, 8.0192, 2.8438, 0.0112, 0.0219, 0.0151
Si, 2.6673, 5.4763, 2.6059, -0.0084, 0.0186, 0.0083
Si, 5.37, 2.7769, 2.6625, -0.0004, -0.0162, -0.0075
Si, 8.092, 0.1346, 2.7808, 0.0087, -0.0122, 0.014
Si, 5.4059, 8.2084, 2.6175, 0.0048, 0.009, 0.0118
Si, 8.1754, 5.5267, 2.6869, -0.0102, 0.0038, 0.0153
Si, 1.3381, 4.1218, 4.0461, -0.0173, 0.0082, -0.0197
Si, 4.109, 1.4004, 4.1257, -0.003, 0.0093, -0.016
Si, 1.3476, 9.4736, 4.0778, -0.0209, -0.0027, -0.0051
Si, 4.0519, 6.8242, 3.997, 0.0134, -0.0212, -0.011
Si, 6.7794, 4.1215, 4.0068, 0.0238, -0.0131, 0.0129
Si, 9.4805, 1.4107, 4.1529, -0.025, 0.005, 0.0236
Si, 6.7344, 9.5722, 4.0529, 0.027, 0, -0.0125
Si, 9.4661, 6.7471, 4.2154, 0.0035, 0.0021, 0.0123
Si, -0.0121, -0.0134, 5.4241, 0.0075, -0.0061, 0.0069
Si, 2.6981, 2.7512, 5.4249, -0.0051, 0.0006, -0.0004
Si, 0.008, 5.4194, 5.4982, -0.0149, -0.0024, 0.0017
Si, 2.7238, 8.1501, 5.4403, -0.0128, 0.0114, -0.0183
Si, 5.4407, 0.0218, 5.4813, 0.0074, 0.0104, -0.011
Si, 8.1177, 2.7778, 5.4576, -0.0029, 0.0146, -0.0033
Si, 5.4166, 5.4633, 5.3817, 0.0017, 0.003, 0.0025
Si, 8.1071, 8.2036, 5.4436, -0.0103, 0.0008, 0.0062
Si, 1.3616, 1.3532, 6.7772, 0.0034, 0.0001, -0.0039
Si, 4.0834, 4.0969, 6.7833, -0.0011, -0.0035, -0.0093
Si, 1.3733, 6.8002, 6.8273, -0.0007, -0.0244, -0.0023
Si, 4.0737, 9.5247, 6.8039, 0.0071, 0.0013, -0.0032
Si, 6.8109, 1.3766, 6.8311, 0.0065, -0.0025, 0.0001
Si, 9.5204, 4.071, 6.8348, 0.0145, -0.0024, -0.0044
Si, 6.771, 6.8072, 6.7815, -0.0062, 0.0097, -0.0067
Si, 9.5189, 9.527, 6.8026, 0.0012, 0.0073, 0.0062
Si, 0.0104, 2.6946, 8.1589, -0.0302, -0.0068, 0.0072
Si, 2.7256, 0.0054, 8.1564, -0.0162, -0.0058, 0.0086
Si, 0.0015, 8.1648, 8.1728, 0.0108, 0.0116, 0.0005
Si, 2.7413, 5.4371, 8.1785, 0.0023, 0.0104, -0.0038
Si, 5.4414, 2.7368, 8.1726, -0.0065, -0.0027, -0.0042
Si, 8.1857, 0.0061, 8.1782, 0.0035, 0.0139, 0.0093
Si, 5.4334, 8.1554, 8.1581, 0.0078, -0.0077, -0.0011
Si, 8.1604, 5.4611, 8.1532, 0.0114, 0.0025, -0.0074
Si, 1.3814, 4.051, 9.515, 0.0089, -0.0031, 0.0013
Si, 4.0986, 1.3496, 9.5288, 0.0143, 0.0059, 0.0046
Si, 1.3877, 9.5216, 9.5239, -0.016, 0.0029, 0.0104
Si, 4.1038, 6.7953, 9.5422, -0.0074, -0.0061, 0.0049
Si, 6.8268, 4.0913, 9.5273, 0.0015, -0.0055, -0.0047
Si, 9.5685, 1.3455, 9.5416, 0.0165, -0.0146, 0.0119
Si, 6.8211, 9.4957, 9.5037, -0.0009, -0.0025, 0.0022
Si, 9.5314, 6.7903, 9.5317, -0.0096, 0.0007, -0.0027
Si, 0.0389, -0.0253, 10.9023, -0.0125, 0.0122, -0.0036
Si, 2.7403, 2.702, 10.8972, -0.0138, 0.0043, 0.0004
Si, 0.029, 5.4182, 10.8697, -0.0076, 0.0006, -0.01
Si, 2.755, 8.1647, 10.8971, 0.0033, -0.0087, -0.0165
Si, 5.479, -0.0345, 10.8652, 0.0089, -0.0025, -0.0172
Si, 8.2153, 2.7312, 10.8744, 0.005, 0.0045, -0.0075
Si, 5.4774, 5.4438, 10.9056, -0.0022, 0.0129, -0.0175
Si, 8.1668, 8.1434, 10.8953, 0.0085, 0.0057, -0.0135
Si, 1.4103, 1.3196, 12.2731, -0.0067, -0.0186, 0.0064
Si, 4.1203, 4.0665, 12.2369, 0.0146, -0.0029, 0.0052
Si, 1.3864, 6.7841, 12.2202, 0.0007, 0.0112, 0.0009
Si, 4.149, 9.4987, 12.2672, -0.0035, 0.0046, 0.0053
Si, 6.8875, 1.3082, 12.1803, 0.0158, 0.0104, -0.008
Si, 9.5818, 4.0723, 12.2662, -0.0009, -0.0116, 0.0027
Si, 6.8235, 6.7954, 12.3013, 0.004, 0.0027, -0.0019
Si, 9.5551, 9.4864, 12.2301, -0.0155, -0.0156, -0.0115
Si, 0.0463, 2.6772, 13.6241, 0.004, 0.007, -0.005
Si, 2.7913, -0.049, 13.6316, -0.0116, 0.0203, 0.0105
Si, 0.0056, 8.1131, 13.5872, -0.0035, -0.0045, -0.0206
Si, 2.7719, 5.4652, 13.583, -0.0202, -0.0109, -0.0028
Si, 5.5187, 2.6395, 13.4996, -0.007, 0.01, -0.0298
Si, 8.2449, -0.0189, 13.5922, 0.0153, -0.018, -0.0203
Si, 5.4913, 8.1722, 13.7007, 0.0192, -0.0077, 0.0067
Si, 8.2244, 5.4391, 13.6323, 0.0038, -0.0034, -0.0118
Si, 1.4395, 4.0405, 14.9145, -0.0168, -0.0003, -0.0015
Si, 4.2134, 1.301, 14.9299, -0.007, -0.007, 0.014
Si, 1.3933, 9.4609, 14.9297, -0.0067, 0.0164, 0.0099
Si, 4.0887, 6.8223, 15.0393, -0.0048, 0.0019, 0.0114
Si, 6.9071, 3.947, 14.8565, 0.0007, -0.0039, 0.007
Si, 9.6432, 1.2737, 15.0086, -0.0127, 0.0116, 0.0004
Si, 6.9145, 9.5495, 15.0221, 0.0088, 0.0065, 0.0222
Si, 9.5573, 6.7886, 15.0422, 0.0115, 0.0043, 0.0114
Si, -0.0073, -0.2531, 16.3778, -0.0362, 0.009, -0.102
Si, 3.0964, 2.9266, 16.152, 0.0092, 0.02, -0.0931
Si, 0.2444, 5.5329, 16.2544, 0.0036, 0.0329, -0.095
Si, 2.3583, 7.8761, 16.3434, -0.0136, -0.0535, -0.103
Si, 5.7667, 0.2306, 16.3581, 0.0218, 0.0132, -0.1189
Si, 8.0273, 2.3991, 16.2609, 0.0041, -0.0141, -0.0787
Si, 5.3228, 5.1095, 16.0613, -0.0281, -0.0495, -0.116
Si, 8.5571, 8.4993, 16.3555, 0.0203, 0.0062, -0.0968
Si, 1.5692, 17.6901, 21.6451, 0.0396, 0.0216, -0.0249
Si, 31.1269, -20.5776, 26.8685, 0.0123, 0.0448, 0.1127
Si, -5.4305, 16.9008, 18.7638, 0.02, 0, -0.0871
Si, 3.6446, 1.342, 20.8517, -0.0085, -0.0061, -0.0486
Si, -5.6489, 21.0328, 19.3169, -0.0166, 0.0244, -0.1138
Si, -2.6687, 29.0876, 24.1093, 0.0087, -0.0044, 0.0786
Si, -1.5946, 7.0566, 21.4264, -0.0022, -0.0286, -0.0247
Si, -25.1874, -2.7505, 19.2926, 0.0003, -0.006, -0.1449
Si, -28.8108, -17.5479, 25.2379, 0.004, -0.0004, 0.075
Si, -9.3717, -28.2486, 23.3804, -0.0157, 0.0133, -0.0073
Si, 14.0816, 7.9362, 19.1215, -0.0334, 0.0133, -0.0848
Si, -22.6624, -7.304, 18.4308, -0.0078, -0.0112, -0.1578
Si, 3.4298, 29.7854, 23.6466, -0.0059, 0.0531, 0.0516
Si, -5.4627, 3.9163, 20.8461, -0.0003, -0.0004, -0.0434
Si, 8.7729, 20.3706, 25.8936, 0.0255, -0.0024, 0.1084
Si, 36.6942, 1.5412, 26.4034, 0.0064, -0.0566, 0.106
Si, 10.7687, 32.9722, 24.6168, 0.0305, 0.0081, 0.077
Si, 23.29, -9.3549, 18.4852, -0.0174, 0.0076, -0.1026
Si, -0.6584, -16.6129, 25.3013, -0.0004, -0.0059, 0.131
Si, -7.2347, -4.2094, 26.5555, -0.0008, 0.0363, 0.132
Si, -0.9472, -29.8433, 23.4284, 0.0039, 0.0435, 0.0256
Si, -13.366, -50.3474, 21.0703, -0.0007, -0.034, -0.0541
Si, 27.2623, -26.7098, 23.2849, -0.0008, -0.0147, -0.0034
Si, 13.8145, 32.8091, 23.7371, 0.0276, 0.0044, 0.0631
O, -3.0254, 18.8965, -10.8749, -0.0285, -0.0134, 0.1274
O, -11.2862, 37.9454, -1.7085, -0.0186, 0.0018, -0.1037
O, -8.0758, 12.7607, -1.1898, 0.0151, -0.0234, -0.0707
O, -6.2826, -18.7807, -2.651, 0.0027, 0.0394, -0.0328
O, -15.0474, -1.2472, -0.3656, 0.0071, -0.0172, -0.0534
O, 10.686, 1.2802, -2.6751, -0.012, -0.024, -0.0675
O, -5.9787, 22.3002, -8.3662, 0.0045, 0.0126, 0.0303
O, -8.8829, 7.7306, -5.7013, -0.009, -0.0127, -0.006
O, 9.1893, 6.3455, -3.6475, -0.0087, 0.0182, -0.0233
O, 24.251, 8.5898, -10.7879, 0.0255, -0.0042, 0.0773
O, 6.1588, -5.2483, -11.2466, -0.0077, 0.0252, 0.1123
O, 36.2263, -20.9303, -3.5707, -0.01, -0.01, -0.0613
O, 0.7127, -16.4064, -4.1751, 0.0091, -0.0159, -0.0237
O, 8.9797, 7.8429, -5.8163, 0.0001, 0.004, -0.0342
O, -12.9255, 3.2017, -6.2839, -0.0068, -0.0022, 0.0076
O, 4.9854, -27.965, -9.0856, -0.0161, -0.0107, 0.0458
O, 14.9932, -4.0818, 18.4311, 0.0204, -0.0171, 0.0452
O, 9.661, -7.1729, 24.7787, -0.0019, -0.0279, -0.0384
O, -14.854, -26.1657, 23.6853, -0.0075, 0.0013, -0.0248
O, 8.7987, 18.8549, 20.1886, 0.0247, 0.0061, 0.0576
O, -16.6868, 11.4873, 27.19, -0.0312, 0.0494, -0.0999
O, -10.8959, 6.8318, 21.3455, -0.0188, -0.0023, 0.0085
O, -1.0076, -20.5726, 23.581, -0.0078, 0.001, -0.0244
O, -1.1664, 9.5621, 16.8372, -0.0022, -0.0143, 0.0597
O, 19.3555, -16.1156, 21.4763, 0.0127, 0.0232, 0.0129
O, -17.494, -18.9649, 21.0536, -0.001, 0.0012, 0.0167
O, 5.1146, -0.3778, 17.7334, -0.0194, -0.0242, 0.129
O, 21.0461, 20.6336, 25.0547, -0.0098, -0.0038, -0.025
O, -10.0745, -10.611, 17.7053, 0.0443, 0.0198, 0.0841
O, -4.1649, -1.3431, 19.5819, 0.0107, -0.0036, 0.0545
O, 22.9377, -1.2524, 28.2851, 0.0021, 0.0028, -0.0184
O, 4.1915, 4.0508, 16.6034, 0.0123, 0.0236, 0.0523
O, 1.9754, 5.2851, 22.0888, 0.0105, -0.0037, 0.0023
O, -7.8294, -16.5948, 26.302, 0.0009, -0.0283, -0.0518
O, 22.0768, 13.4397, 18.7491, 0.0057, -0.0015, 0.0527
O, 21.4521, -6.0186, 17.6297, -0.031, -0.0282, 0.0942
O, -5.8138, 6.3636, 27.3189, -0.0454, 0.0272, -0.1024
O, -11.8405, 33.2809, 28.2378, -0.0492, 0.0547, -0.0976
O, 6.463, -14.8589, 19.6392, 0.0211, -0.0036, 0.0512
O, 17.8618, 14.3727, 20.6314, 0.0004, 0.0049, 0.0097
O, -7.2602, 18.3865, 25.1667, -0.013, 0.0042, -0.0658
O, 8.5394, 2.5473, 27.2001, 0.033, -0.0342, -0.0779
O, 13.1712, 18.1777, 20.2787, -0.0299, -0.025, 0.0433
O, 1.3397, 10.9388, 24.0196, -0.0045, -0.003, -0.0058
O, 5.4741, 4.8969, 22.1031, 0.0054, 0.0051, 0.0277
O, 2.5847, 2.2383, 17.5211, -0.0005, -0.0326, 0.0778
O, 3.1835, -10.0097, 22.3276, 0, 0.0019, -0.0034
O, -6.3257, -3.6858, 22.8205, 0.0109, -0.0187, -0.0072
O, 12.162, -7.0204, 28.2377, 0.0136, -0.0161, -0.0453
O, 2.7443, -3.2666, 27.4741, 0.0525, -0.0335, -0.0747
O, 8.7747, -7.9244, 17.5873, 0.0317, 0.0276, 0.0918
O, 9.4436, 14.8962, 19.8566, -0.036, 0.032, 0.0941
O, -23.758, -2.2732, 27.2751, 0.0304, 0.0349, -0.1383
O, 14.5228, 20.4814, 23.6246, 0.0094, -0.0245, -0.0255
O, -3.1026, -2.2668, 24.9599, -0.026, -0.0255, -0.056
O, 1.3441, 6.646, 16.6959, 0.0253, 0.0093, 0.0588
O, 13.2344, 12.0987, 19.8522, 0.012, -0.0094, 0.0484
O, 4.1279, -12.7118, 19.7725, 0.0144, -0.0013, 0.0305
O, 0.5449, -18.5608, 22.9126, 0.0011, -0.0031, -0.0082
O, -4.0138, 12.2494, 16.8009, -0.0064, -0.0117, 0.0682
O, -8.0898, -7.1412, 24.1109, -0.0112, 0.0118, -0.0066
O, 15.8661, 5.1627, 24.5894, 0.0057, 0.0066, -0.0122
O, 19.186, -10.7692, 26.2352, -0.007, -0.0257, -0.0348
O, 28.5226, 4.2677, 28.0471, -0.0318, -0.0091, -0.0238

Results
free energy: -44813.688 eV
free energy less fixed offsets of O -463.61, Si -117.95 eV per atom: -45.048 eV
pressure: 0.13 GPa
stress xx, yy, zz, yz, xz, xy (GPa, positive in tension): -0.05, -0.3, -0.05, -0.46, 0.76, -0.12

The program warned: the forces do not sum to zero within the program's tolerance.
